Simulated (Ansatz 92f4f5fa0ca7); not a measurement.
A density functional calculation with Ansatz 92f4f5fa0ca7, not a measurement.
Periodic cell of 171 atoms, Si99O72, from a study of silicon, its oxide and their interface. The atomic structure is a simulated model.
This geometry differs little from another in the collection (a relaxation step or a small displacement).

Settings
functional: PBE
potential files: Ansatz PAW
basis: plane waves
wave-function cutoff: 700 eV
density cutoff ratio: 5
exchange-correlation grid ratio: 2
k mesh: 2 x 2 x 1, shifted by 0.5 0.5 0.5 of a step
self-consistency stop: 5e-08 eV per atom in the density residual
occupations: Fermi-Dirac, 0.05 eV
spin: none
net charge: 0

Cell vectors (angstrom)
a  11.5983  0  0
b  0  11.5983  0
c  -4.577  -1.7236  21.667

Atoms and the computed forces on them: element, x, y, z (angstrom), force x, y, z (eV/angstrom)
Si  1.5867  8.682  0.3767  -0.0142  0.017  -0.4635
Si  1.7249  0.1892  0.6029  0.0168  0.1266  -0.3069
Si  1.6863  3.3654  0.1781  -0.0005  -0.1403  -0.0591
Si  5.7113  7.4959  0.5559  -0.0135  -0.2686  0.2206
Si  5.646  0.0168  0.2953  -0.0797  0.0995  -0.1973
Si  5.6727  4.2896  0.4196  -0.0014  -0.0774  0.2132
Si  9.5792  7.7598  0.8624  0.0095  0.0999  -0.3858
Si  9.5445  0.2785  0.2863  0.1428  0.1444  -0.0312
Si  9.2965  3.4741  0.3002  -0.0607  0.0402  -0.1677
Si  3.5911  7.9706  1.5809  0.0457  0.0839  -0.3254
Si  3.7497  0.0779  1.7722  0.0825  0.102  -0.2168
Si  3.5803  3.8538  1.5744  0.1766  0.05  -0.3495
Si  7.5505  7.6874  2.0016  0.1127  0.0617  -0.1603
Si  7.5733  0.0579  1.6964  0.1562  -0.0748  -0.1684
Si  7.5243  3.8271  1.8518  0.0229  0.0981  -0.3507
Si  11.547  8.0517  2.0057  0.0281  -0.0699  -0.0089
Si  11.3654  0.1095  1.8531  -0.177  -0.0031  -0.2146
Si  11.3606  3.9708  1.5249  0.0111  -0.0996  -0.155
Si  3.7083  -1.8572  3.1322  -0.0193  -0.0763  0.0287
Si  3.7093  2.0347  3.0664  0.006  0.1023  0.0458
Si  3.5588  5.927  2.926  0.1057  -0.0708  0.0266
Si  7.5656  -1.8712  3.1693  0.0705  0.0537  -0.0163
Si  7.5221  1.9237  3.1716  0.0485  -0.0728  0.0817
Si  7.5529  5.7708  3.2613  -0.2197  -0.0437  0.2641
Si  11.413  -1.7133  3.3443  -0.049  0.2726  0.2188
Si  11.3712  2.1116  3.0779  -0.1597  0.1808  0.0638
Si  11.473  5.9187  3.0527  0.0128  -0.3608  -0.1022
Si  1.813  -1.7963  4.5668  -0.0429  -0.0662  0.0913
Si  1.7579  2.0573  4.4215  -0.0477  -0.0264  -0.0923
Si  1.7564  5.9172  4.4788  0.0727  0.024  0.0022
Si  5.6168  -1.8994  4.5359  -0.0198  -0.0578  0.0458
Si  5.5705  2.0336  4.4991  -0.0977  0.0046  -0.0456
Si  5.4925  5.9175  4.4629  0.0374  -0.0195  -0.1196
Si  9.4515  -1.8278  4.6133  -0.0471  -0.0288  0.0159
Si  9.4768  2.05  4.5087  0.193  0.0141  -0.2491
Si  9.5542  5.8769  4.5134  -0.0572  0.1316  -0.1057
Si  1.714  7.8444  5.9448  0.1743  0.0504  0.1269
Si  1.8319  0.1542  5.8486  -0.1228  -0.0359  -0.0179
Si  1.776  3.9722  5.8012  -0.0928  0.0011  -0.0358
Si  5.564  7.7917  6.0029  0.0402  -0.045  0.242
Si  5.5433  0.0805  5.8048  0.0411  0.0343  -0.0566
Si  5.5515  4.0012  5.8234  0.0155  -0.0164  0.0247
Si  9.5715  7.7937  5.9474  -0.2252  -0.0549  0.152
Si  9.4786  0.139  5.8665  0.0149  0.0599  0.0689
Si  9.4428  3.968  5.8758  0.0819  0.0035  0.0746
Si  3.5478  7.8924  7.4714  -0.047  -0.003  -0.1626
Si  3.7147  0.1331  7.2785  -0.0633  -0.0958  0.0923
Si  3.6605  3.9865  7.2134  0.028  0.1123  -0.0381
Si  7.6462  7.7297  7.3242  0.0501  -0.0493  -0.2409
Si  7.4695  0.2106  7.1003  0.016  -0.0377  -0.1209
Si  7.4638  3.9341  7.2222  -0.0305  0.3526  -0.1366
Si  11.4511  7.8312  7.4747  -0.0176  -0.017  0.132
Si  11.4713  0.0429  7.1387  0.0358  -0.102  -0.3569
Si  11.4314  4.012  7.1426  0.0152  0.0435  -0.3639
Si  3.6038  -1.6285  8.88  0.1243  -0.0157  0.3458
Si  3.7182  2.0855  8.5602  0.1307  0.0276  0.0378
Si  3.4815  5.8044  8.7117  0.057  -0.0301  0.4311
Si  7.6823  -1.6989  8.353  -0.0565  -0.1479  0.103
Si  7.3873  2.0229  8.5955  -0.3171  -0.0409  0.135
Si  7.603  5.7273  8.746  -0.0767  -0.0642  0.4751
Si  11.5287  -1.6622  8.7677  -0.064  -0.013  0.1103
Si  11.3999  2.0207  8.2905  0.0985  0.0338  0.1384
Si  11.4492  5.7178  8.7728  -0.0237  -0.0064  0.1751
Si  1.6777  -0.9187  10.3069  -0.092  0.0639  0.3792
Si  1.6797  2.118  9.6335  -0.1376  -0.0737  0.6463
Si  1.6525  5.152  10.2671  -0.0224  0.0224  0.2535
Si  5.8337  -2.1402  9.705  0.1239  0.2186  -0.067
Si  5.4824  2.2213  10.1452  -0.0178  -0.368  0.2219
Si  5.4879  6.2566  9.8392  0.1578  0.0383  -0.4568
Si  9.4879  -1.1404  9.8094  -0.1056  0.1756  0.4315
Si  9.4792  1.9293  9.5683  0.0789  -0.105  0.6964
Si  9.5922  4.9721  10.0556  -0.19  -0.1244  0.2613
Si  8.7132  6.8266  15.494  0.0115  0.2311  0.3969
Si  5.3663  12.5211  13.0407  0.0686  0.0167  0.5857
Si  7.9278  -2.635  11.857  -0.0023  0.3383  0.2733
Si  5.428  -1.3254  16.5906  -0.0186  0.0273  -0.014
Si  5.754  4.7262  12.1127  0.032  -0.0093  0.4649
Si  6.6219  5.5893  20.1548  -0.0404  0.0843  -0.0833
Si  7.6844  1.9312  14.9076  0.2673  -0.0038  0.1718
Si  2.7758  3.0505  16.641  -0.1131  0.0815  -0.2343
Si  -0.064  7.9708  14.9434  0.0439  0.0662  0.3495
Si  5.704  7.6856  15.5782  -0.0526  0.0291  0.0926
Si  7.957  3.0298  19.1392  0.0359  -0.2705  -0.6597
Si  0.8443  10.5334  13.3536  -0.1519  0.1227  0.5247
Si  8.448  5.9649  12.4842  0.0208  0.1414  0.4445
Si  10.278  11.0564  17.5372  -0.2118  -0.0852  -0.2048
Si  10.5434  12.3251  14.6456  -0.0108  0.0629  0.2664
Si  0.2156  3.5081  15.2117  -0.077  -0.0762  0.1449
Si  6.4157  9.81  14.0007  -0.0958  0.0001  0.4725
Si  0.4985  -2.7979  17.7381  -0.1574  0.0082  -0.3
Si  7.2899  0.5091  17.741  0.1531  -0.231  -0.2802
Si  1.1675  -0.2942  19.1257  -0.1407  -0.1594  -0.6231
Si  4.6927  7.8614  20.1657  0.0819  -0.0594  -0.0436
Si  2.8039  2.1545  19.5703  -0.0329  -0.014  -0.339
Si  1.3605  5.568  13.4162  -0.0877  -0.1682  0.5437
Si  3.1843  0.3906  15.0415  0.0559  -0.1313  0.1872
Si  4.1782  5.0523  14.7603  -0.1401  0.1461  0.5174
Si  9.003  4.135  16.4551  0.1207  0.139  -0.0981
Si  1.7073  7.4348  19.987  -0.2806  -0.0463  -0.5984
O  7.9767  3.4818  15.3493  -0.0662  -0.071  0.0245
O  1.659  10.2793  -0.2166  0.0295  -0.1045  0.5415
O  8.0893  6.0633  20.7353  0.0083  0.1667  0.1192
O  1.6962  1.6964  -0.2445  -0.0051  0.0537  0.4115
O  -1.5906  7.8156  15.5262  0.0156  -0.0621  -0.158
O  -0.2205  11.9007  18.4334  0.2458  0.0255  0.2823
O  6.0911  7.6703  -1.0489  0.0091  0.1242  0.1826
O  1.272  8.4251  21.2162  -0.06  0.1273  0.0924
O  7.0689  1.6866  18.8308  -0.029  0.271  0.2392
O  -0.0485  1.9283  15.0481  0.0138  0.026  -0.0597
O  2.4818  0.6481  18.9913  0.0936  0.1333  0.2206
O  5.5859  5.0185  21.3115  -0.1672  0.065  0.2231
O  5.0808  9.4399  20.4128  -0.0745  0.1779  0.362
O  10.4834  4.186  15.8106  0.0134  -0.033  -0.0455
O  11.2079  11.6163  13.342  0.0858  -0.0998  -0.2504
O  0.6378  7.5409  18.7515  0.2637  -0.0845  0.4434
O  5.8321  6.8867  19.4634  0.0306  -0.0625  0.1325
O  4.5294  7.4146  21.7309  0.0198  -0.0426  0.0297
O  3.231  7.6958  19.4398  0.1076  -0.0241  0.1348
O  5.4738  8.4569  14.133  0.1419  0.1186  -0.0994
O  1.4527  10.1657  11.8856  0.2091  -0.0449  -0.6851
O  1.5317  5.8062  11.8118  0.1254  -0.095  -0.7025
O  5.3294  12.7686  11.4349  0.0149  0.2415  -0.6092
O  3.9583  12.7925  13.8349  0.1299  0.0731  -0.2485
O  1.6494  0.7358  10.5783  0.0956  -0.2752  -0.3601
O  9.2926  -2.1333  11.136  0.0493  0.1008  -0.1991
O  5.5898  10.9353  13.2129  -0.0189  -0.0169  -0.24
O  9.0511  12.8671  14.2994  -0.0934  0.0197  -0.0468
O  7.3668  4.7544  12.3311  -0.0906  0.0247  -0.0851
O  9.5897  1.8899  -0.0751  -0.1515  0.0126  0.1198
O  1.9919  -0.5163  14.3983  -0.038  -0.0363  -0.2194
O  9.483  0.4537  10.4071  0.0092  -0.1432  -0.579
O  5.0165  4.407  13.5248  0.2386  -0.0037  -0.4331
O  9.759  5.6353  11.5855  -0.0027  -0.0496  -0.3783
O  5.4171  3.6815  10.9059  0.0448  -0.0812  -0.069
O  6.6711  -1.2566  15.5199  -0.0251  -0.1058  -0.1968
O  6.9629  4.3249  19.1885  -0.1591  0.1707  0.1742
O  2.8036  5.6804  14.176  -0.0315  -0.0154  -0.2059
O  5.2581  6.1494  11.4922  0.0202  -0.0519  -0.2488
O  6.0467  -0.5587  17.8925  -0.0021  0.062  0.0395
O  4.1298  -0.5996  15.9392  -0.0574  0.0639  -0.0421
O  7.2095  1.1988  16.2708  -0.0379  0.0255  -0.0193
O  5.5605  5.8816  0.7436  -0.1847  0.0896  -0.2335
O  1.3629  3.7923  16.328  0.0512  -0.0472  0.0387
O  9.5994  3.3303  10.4913  -0.1059  0.2968  -0.5359
O  3.0219  3.0921  18.2464  0.0201  -0.0865  0.3998
O  2.6636  1.5249  16.0831  0.0505  -0.0258  -0.0419
O  6.5619  -2.0266  11.192  -0.1595  0.0109  -0.1287
O  7.3218  7.6106  15.752  0.0051  -0.032  -0.0656
O  1.5451  -1.6452  18.2547  0.0252  0.1973  0.2876
O  4.9982  6.2365  15.5398  -0.0062  -0.1239  -0.1046
O  10.5908  9.464  17.7957  0.152  -0.0088  0.1317
O  5.1152  8.66  16.7869  0.0259  0.0269  -0.0296
O  6.0422  4.2234  -1.2045  -0.1723  -0.0492  0.384
O  8.8007  6.0937  14.0542  -0.1112  -0.1194  -0.5213
O  0.3897  6.655  14.1327  0.0666  -0.1568  -0.2459
O  6.5501  1.818  13.7483  -0.1493  -0.0581  -0.2037
O  5.4748  1.1251  -0.9515  0.0527  -0.2758  0.609
O  8.7477  11.394  17.9715  -0.0383  0.0733  0.0679
O  0.1318  9.1986  13.9284  0.0427  0.0605  -0.2419
O  0.8782  8.2679  16.2498  -0.0543  -0.0014  0.0609
O  0.6766  4.1139  13.7666  0.1037  0.166  -0.2151
O  8.7727  2.6782  20.5125  0.0529  -0.305  0.3961
O  8.9765  3.3112  17.8681  -0.0966  -0.064  0.3074
O  7.8956  9.5388  13.3901  0.0824  -0.16  -0.3728
O  8.6732  5.7107  16.6914  -0.0077  -0.1074  -0.034
O  8.7161  4.0435  -1.1751  0.3023  -0.0566  0.428
O  3.9526  3.878  15.8698  0.0507  0.0192  -0.0735
O  10.4719  11.3241  15.9386  0.0152  0.0916  -0.0141
O  1.6359  3.5012  10.5838  0.1151  0.2013  -0.3964
O  5.5923  7.857  9.5117  -0.1563  -0.1712  0.1327
O  7.8315  7.3534  11.8959  0.0192  -0.147  -0.0626

Results
free energy: -103891.038 eV
free energy less fixed offsets of O -569.03, Si -635.61 eV per atom: 4.512 eV
pressure: -0.10 GPa
stress xx, yy, zz, yz, xz, xy (GPa, positive in tension): -0.11, -0.44, 0.86, 0.13, -0.05, 0.16

The program warned: the cutoff lies below the one the program advises for these potential files.
